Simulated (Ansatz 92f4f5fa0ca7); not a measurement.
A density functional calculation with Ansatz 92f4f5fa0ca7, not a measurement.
Periodic cell of 462 atoms, Si286O176, from a study of silicon, its oxide and their interface. The atomic structure is a simulated model.
This geometry differs little from another in the collection (a relaxation step or a small displacement).

Settings
functional: r2SCAN
potential files: Ansatz PAW
basis: plane waves
wave-function cutoff: 800 eV
density cutoff ratio: 5
exchange-correlation grid ratio: 1
k mesh: 1 x 1 x 1, Gamma-centred
self-consistency stop: 1e-10 eV per atom in the density residual
occupations: fixed
spin: none
net charge: 0

Cell vectors (angstrom)
a 16.3305 0 0
b 0 16.3305 0
c 0 0 29.4886

Atoms and the computed forces on them: element, x, y, z (angstrom), force x, y, z (eV/angstrom)
Si -0.055 -0.107 0.392 0 0 -0.001
Si 2.843 2.356 0.023 0 0 -0.001
Si -0.282 5.632 0.25 0 0 -0.001
Si 2.56 8.206 0.079 0 -0.001 -0.001
Si 0.478 10.579 0.144 0 0 -0.002
Si 2.075 14.001 -0.032 0 0 -0.001
Si 5.141 0.238 -0.043 0 0 -0.001
Si 8.032 3.135 -0.088 0.001 0 -0.001
Si 5.572 5.045 0.099 0 -0.001 -0.001
Si 7.87 8.234 0.174 0 0 0
Si 5.628 10.412 0.101 0 0 0
Si 8.418 13.227 -0.137 0 0 -0.001
Si 11.348 -0.23 -0.422 0.002 -0.003 -0.002
Si 14.227 2.184 0.045 0.001 -0.001 -0.001
Si 11.318 5.992 0.101 -0.001 0.001 -0.002
Si 14.042 7.97 0.525 0 0 -0.001
Si 10.47 10.838 0.032 0 0 -0.001
Si 13.081 13.416 -0.235 0.001 0 -0.002
Si 1.383 1.293 1.55 0 0 0
Si 4.046 3.882 1.405 0 0 0
Si 1.388 6.73 1.463 0 0 -0.001
Si 4.087 9.36 1.462 0 0 0
Si 1.388 12.276 1.462 0 0 0
Si 3.957 14.949 1.19 -0.001 0 0
Si 6.849 1.416 1.161 0 0 -0.001
Si 9.629 4.398 1.142 0 -0.001 0
Si 6.678 6.683 1.405 0 0 0
Si 9.375 9.431 1.504 0 -0.001 0
Si 6.792 12.145 1.24 0 0 0
Si 9.608 14.954 0.989 0 0 0
Si 12.346 1.273 1.146 -0.001 0 0
Si 15.014 3.943 1.463 0 0 0.001
Si 12.417 6.954 1.833 0 0 0
Si 15.235 9.578 1.568 0 0 0
Si 12.104 12.009 1.321 0 -0.001 0
Si 14.807 14.641 1.246 -0.001 -0.001 0
Si 0.066 2.7 2.861 0 0 0
Si 2.752 -0.105 2.789 0 0 0
Si 0.145 8.129 2.902 0 0 0
Si 2.753 5.335 2.755 0 0 0
Si -0.106 13.508 2.763 0 0 0
Si 2.802 10.883 2.75 0 0 0
Si 5.501 2.618 2.723 0 0 0
Si 8.217 -0.037 2.435 0 0 0
Si 5.41 8.044 2.838 0 0 0
Si 8.201 5.456 2.706 0 0 0
Si 5.4 13.574 2.528 0 0 0
Si 8.074 10.878 2.787 0 0 0
Si 10.941 2.785 2.435 -0.001 -0.001 0
Si 13.559 -0.158 2.618 0 0 0
Si 10.843 8.244 2.916 0 0 0
Si 13.666 5.301 2.885 -0.001 0 0
Si 10.853 13.596 2.581 -0.001 0 -0.001
Si 13.623 10.852 2.731 0 0 0
Si 1.409 4.051 4.189 0 0 0
Si 4.139 1.281 4.101 0 0 0
Si 1.457 9.547 4.18 0 0 0
Si 4.064 6.706 4.166 0 0 0
Si 1.316 14.896 4.085 0 0 0
Si 4.143 12.255 4.064 0 0 0
Si 6.843 4.048 4.048 0 0 0
Si 9.556 1.372 3.829 0 0 0
Si 6.761 9.484 4.142 -0.001 0 0
Si 9.489 6.793 4.153 0 0 0
Si 6.818 14.959 3.87 0 0 0
Si 9.501 12.279 4.033 0 0 0
Si 12.206 3.972 4.08 -0.001 0 0
Si 14.942 1.249 4.027 0 0 0
Si 12.263 9.577 4.175 0 0 0
Si 15.033 6.748 4.161 0 0 0
Si 12.2 14.912 4.035 0 0 0
Si 14.905 12.211 4.155 0 0 0
Si -0.01 -0.042 5.44 0 0 0
Si 2.785 2.665 5.477 0 0 0
Si 0.042 5.413 5.526 0 0 0
Si 2.764 8.142 5.517 0 0 0
Si 0 10.875 5.471 0 0 0
Si 2.725 13.57 5.429 0 0 0
Si 5.515 -0.07 5.388 0 0 0
Si 8.214 2.658 5.342 0 0 0
Si 5.486 5.385 5.467 0 -0.001 0
Si 8.148 8.164 5.505 0 0 0
Si 5.44 10.889 5.476 0 0 0
Si 8.131 13.644 5.359 0 0 0
Si 10.848 0.022 5.32 0 0 0
Si 13.589 2.626 5.416 0 0 0
Si 10.874 5.387 5.435 0 0 0
Si 13.624 8.135 5.461 0 0 0
Si 10.88 10.966 5.458 0 0 0
Si 13.568 13.615 5.469 0 0 0
Si 1.366 1.326 6.8 0 0 0
Si 4.13 4.042 6.836 0 0 0
Si 1.378 6.796 6.855 0 0 0
Si 4.094 9.534 6.856 0 0 0
Si 1.355 12.246 6.822 0 0 0
Si 4.108 14.953 6.762 0 0 0
Si 6.847 1.323 6.747 0 0 0
Si 9.514 4.024 6.774 0 0 0
Si 6.788 6.793 6.847 0 0 0
Si 9.534 9.559 6.802 0 0 0
Si 6.816 12.278 6.78 0 0 0
Si 9.488 15.021 6.729 0 0 0
Si 12.203 1.317 6.775 0 0 0
Si 14.95 4.026 6.785 0 0 0
Si 12.248 6.765 6.784 0 0 0
Si 14.975 9.517 6.811 0 0 0
Si 12.217 12.292 6.851 0 0 0
Si 14.964 14.959 6.822 0 0 0
Si 0.004 2.705 8.151 0 0 0
Si 2.748 -0.023 8.151 0 0 0
Si -0.007 8.159 8.165 0 0 0
Si 2.759 5.436 8.172 0 0 0
Si 0.018 13.622 8.2 0 0 0
Si 2.702 10.892 8.188 0 -0.001 0
Si 5.486 2.66 8.154 0 0 0
Si 8.174 0.017 8.171 0 0 0
Si 5.44 8.177 8.215 0 0 0
Si 8.162 5.393 8.142 0 0 0
Si 5.46 13.634 8.154 0 0 0
Si 8.167 10.924 8.156 0 0 0
Si 10.871 2.697 8.168 0 0 0
Si 13.586 0.001 8.145 0 0 0
Si 10.914 8.174 8.124 0 0 0
Si 13.594 5.4 8.155 0 0 0
Si 10.84 13.685 8.146 0 0 0
Si 13.623 10.911 8.153 0 0 0
Si 1.381 4.077 9.499 0 0 0
Si 4.087 1.341 9.53 0 0 0
Si 1.341 9.509 9.524 0 0 0
Si 4.063 6.817 9.566 0 0 0
Si 1.394 14.993 9.566 -0.001 0 0
Si 4.063 12.312 9.495 0 0 0
Si 6.815 4.032 9.522 0 0 0
Si 9.508 1.379 9.571 0 0 0
Si 6.797 9.577 9.533 0 0 0.001
Si 9.545 6.787 9.439 0 0 0
Si 6.802 15.008 9.544 0 0 0
Si 9.492 12.319 9.511 0 0 0
Si 12.231 4.057 9.542 0 0 0
Si 14.942 1.374 9.5 0 0 0
Si 12.271 9.547 9.494 0 0 0
Si 14.951 6.799 9.485 0 0 0
Si 12.231 15.005 9.518 0 0 0
Si 14.966 12.268 9.546 0 0 0
Si -0.019 0.05 10.863 0 0 0
Si 2.708 2.705 10.884 0 0 -0.001
Si 0.031 5.484 10.81 0 0 0
Si 2.694 8.2 10.929 0 0 0
Si -0.008 10.863 10.87 0 0 0
Si 2.771 13.647 10.954 0 0 -0.001
Si 5.437 0.02 10.937 0 0 0
Si 8.146 2.732 10.971 0 0 0
Si 5.409 5.372 10.841 0 0 0
Si 8.187 8.139 10.776 0 0 -0.001
Si 5.418 11.003 10.855 0 0 0
Si 8.158 13.67 10.931 0 0 0
Si 10.919 0.046 10.903 0 -0.001 0
Si 13.624 2.724 10.916 0 0 0
Si 10.856 5.453 10.866 0 0 0
Si 13.61 8.165 10.86 0 0 0
Si 10.913 10.966 10.796 0 0 0
Si 13.592 13.66 10.885 0 0 0
Si 1.272 1.436 12.262 0 0 0
Si 4.056 4.042 12.267 0 -0.001 0
Si 1.317 6.808 12.266 0 0 0
Si 4.059 9.665 12.201 0 0 0.001
Si 1.381 12.204 12.197 0 0 0
Si 4.105 15.046 12.387 0 0 0
Si 6.752 1.382 12.347 -0.001 0 0
Si 9.518 4.136 12.301 0 -0.001 0
Si 6.822 6.729 12.089 0 0 0
Si 9.54 9.566 12.049 0 0 -0.001
Si 6.693 12.395 12.281 0 0 0
Si 9.592 15.013 12.265 0 0 0
Si 12.275 1.364 12.316 0 0.001 0
Si 15.024 4.163 12.171 0 0 0
Si 12.223 6.822 12.201 0 0 0
Si 14.967 9.508 12.244 0 0 0
Si 12.227 12.312 12.238 0 0 0
Si 14.979 15.028 12.232 0 0 0
Si 0.012 2.922 13.654 0 0 0
Si 2.555 0.044 13.635 0 0 -0.001
Si -0.02 8.186 13.665 0 0 0
Si 2.689 5.417 13.598 0 0 0
Si -0.007 13.55 13.471 0 0 0
Si 2.738 10.997 13.697 0 0 0
Si 5.294 2.68 13.755 0 0 0
Si 8.272 0.055 13.601 0 0 0
Si 5.49 8.187 13.286 0 0 0
Si 8.049 5.447 13.649 0 0 0
Si 5.508 13.776 13.883 0 0 0
Si 8.124 10.922 13.342 0 0 0
Si 10.958 2.811 13.647 0 0 0
Si 13.695 0.047 13.709 0 0 0
Si 10.862 8.239 13.474 -0.001 0 0
Si 13.658 5.495 13.504 0 0 0
Si 10.919 13.705 13.699 0 0 0
Si 13.596 10.89 13.539 -0.001 0 0
Si 1.549 4.029 15.152 0 0 0.001
Si 3.57 1.601 15.037 -0.001 0 0.001
Si 1.653 9.286 14.913 -0.001 0 0.001
Si 3.964 7.064 14.588 0 -0.001 0
Si 1.386 14.739 14.874 -0.001 0 0.001
Si 3.759 12.667 15.062 0 0 0.001
Si 6.906 3.83 15.031 -0.001 0.001 0.001
Si 9.336 1.694 14.899 0.001 -0.001 0.001
Si 7.029 9.309 14.59 -0.001 0 -0.001
Si 9.24 7.141 14.714 0 -0.001 0.001
Si 7.043 15.234 15.178 0 0.001 0.002
Si 9.604 12.041 14.714 0 0 0.001
Si 12.604 3.958 14.89 0 -0.001 0.001
Si 14.819 1.757 14.954 0 0 0.001
Si 11.919 9.873 14.801 0 0 0.001
Si 14.832 6.889 14.966 0 -0.001 0.001
Si 12.662 14.702 15.026 0.001 0 0.001
Si 14.836 12.386 14.83 0 0 0
Si -2.95 8.757 17.011 -0.001 0 0
Si 16.909 2.777 24.849 0 -0.001 -0.001
Si 17.602 20.515 27.417 0 -0.001 -0.002
Si -3.442 2.743 24.213 0 0 -0.001
Si -6.933 17.547 21.611 0 0 0
Si -10.369 22.642 25.623 0 0 0
Si 8.828 -6.913 19.021 0 0 0
Si 15.925 0.091 21.566 0 0 0.001
Si -21.251 17.772 19.506 0 -0.001 0.001
Si -4.036 12.651 26.256 0 0 -0.001
Si 1.789 10.776 22.549 0 0 0
Si 14.75 8.661 21.136 0 0 0
Si -5.004 7.406 18.906 0 0 0.001
Si 15.109 11.15 17.58 0 0 0.001
Si 5.102 15.235 22.329 -0.001 0 0
Si 16.985 -5.862 19.887 0 0 0
Si 8.164 13.253 17.128 0 0 0
Si 15.045 13.696 25.573 0 0.001 -0.001
Si 10.711 -10.949 16.817 0 -0.001 0.001
Si 3.402 18.035 24.353 0 0 -0.001
Si -6.469 28.645 19.504 0.001 -0.001 0.001
Si -0.962 27.464 23.955 0 0 0
Si 12.718 4.028 27.881 -0.001 0 -0.001
Si 4.132 8.698 22.199 -0.001 0 0
Si 1.801 8.544 17.758 -0.001 0 0.001
Si 5.071 11.693 26.974 0 0 -0.001
Si 6.545 8.029 20.79 0 0 0
Si 3.602 6.227 27.365 -0.001 0 -0.001
Si 6.321 30.777 27.391 0 0 -0.001
Si 21.66 -27.258 19.731 -0.001 0 0.001
Si -6.834 -3.497 25.013 0 0 -0.001
Si 5.23 28.52 17.764 0 0 0.001
Si -3.272 31.847 17.938 -0.001 -0.001 0.001
Si 21.902 20.035 24.121 -0.001 -0.001 0
Si 20.041 21.889 22.266 0 -0.001 0
Si 10.442 3.943 22.691 0 0 0
Si -3.018 1.208 21.743 0 0 0
Si 8.301 23.854 26.849 0 -0.001 -0.001
Si 19.208 -1.103 24.281 -0.001 0 0
Si -5.604 12.704 22.358 0 0 0
Si 16.535 -10.562 17.362 0 0 0.001
Si 17.955 -0.272 19.559 -0.002 0 0.001
Si 6.527 -7.611 23.635 0 0 0
Si 13.071 9.783 25.322 0 0.001 -0.001
Si 4.342 -18.029 19.343 -0.001 0 0.001
Si 12.336 5.864 21.234 0 -0.001 0
Si 7.727 10.418 25.74 0 0 -0.001
Si 19.06 -20.393 25.069 -0.001 -0.001 -0.001
Si 26.259 5.475 25.135 0 0 -0.001
Si 6.653 3.183 18.015 0 0 0.001
Si 22.786 9.627 17.414 0 0 0.001
Si 0.752 12.384 27.285 -0.001 0 -0.001
Si 31.457 5.754 20.168 0 -0.001 0
Si 26.168 2.995 26.859 0 -0.001 -0.001
Si 7.218 -1.316 24.453 0 0 -0.001
Si 13.251 -5.233 21.567 0 0 0.001
Si 9.608 19.044 17.558 0 0 0.001
Si -16.513 16.174 24.337 0 0 -0.001
Si -9.498 1.186 22.923 -0.001 0 0
Si -5.035 -0.631 23.224 0 0 0.001
Si 4.624 -9.065 17.472 0.001 0 0
Si 5.24 16.824 17.221 0 0 -0.001
Si 18.333 1.849 21.555 -0.001 0 0
Si 0.916 4.431 22.17 0 0 0
Si -2.765 7.596 23.537 0 0 0
Si 13.125 5.45 25.386 0 0 -0.001
Si 29.224 28.993 19.031 -0.001 -0.001 0.001
Si 28.306 8.617 27.98 0.001 0 -0.002
Si 11.374 17.119 25.93 0 0 -0.001
Si 32.383 -0.052 17.103 0 0 0.001
O 1.35 -0.635 -5.337 0 -0.001 0
O 1.069 -1.058 -0.387 0 0.001 0
O 5.256 13.231 -2.032 0 0 0
O 2.021 2.997 -1.243 0 -0.001 0.001
O -0.308 1.407 -4.716 0 0 0
O 10.033 1.717 -3.607 0 0 0.001
O 17.481 4.644 -12.848 0 -0.001 -0.001
O 1.513 9.396 -0.304 0 0.001 0
O -6.28 22.94 -13.469 0 0 -0.002
O -2.756 12.181 -9.076 -0.001 0 0
O 27.994 -9.235 -9.048 -0.001 0 0
O 9.775 17.827 -13.01 -0.001 0 -0.001
O -4.036 16.749 -10.849 0 0 0
O 11.391 -16.058 -2.004 -0.001 -0.001 0.001
O 12.384 4.786 -0.232 -0.001 0.001 0
O 25.025 7.523 -1.062 0 0 0
O 15.426 15.751 -6.55 0 0 0
O 1.984 13.154 -1.45 -0.001 0 0.002
O 10.973 9.869 -1.207 -0.001 0 0.001
O 6.78 4.112 -0.513 0 0.001 0
O 2.577 2.813 -13.998 0 0 -0.001
O 16.782 -0.832 -8.934 0 0 -0.001
O 13.363 21.501 -2.542 0 0 0.001
O 10.81 13.234 -3.577 -0.001 0 0
O 11.532 5.671 -4.285 0 0 -0.001
O 13.65 2.813 -14.039 0 0.001 0
O 25.657 4.294 -3.423 0 0 0.001
O 5.796 -0.583 -1.299 0 0 0.001
O 9.584 2.792 -7.524 0 0 0
O 6.227 16.355 -13.457 0.001 -0.001 -0.001
O 15.33 1.029 -0.387 0 0 0
O 23.495 -8.168 -7.218 0 0 0
O 26.443 8.465 -10.69 0 0 0
O 8.583 14.15 -4.819 0 -0.001 0
O 5.071 14.81 -8.713 -0.001 0 0
O 15.797 13.314 -2.532 0 0 0
O -7.538 18.942 28.036 0 0.001 0.001
O -0.394 9.658 20.788 0 0 0
O 3.858 0.85 16.467 0.001 -0.002 -0.001
O 2.742 -1.408 19.326 0 0 0
O -2.565 24.197 15.717 0.001 -0.001 0.001
O -8.216 14.635 16.28 -0.001 -0.001 0
O -0.883 6.043 16.206 0 0 -0.002
O 8.052 9.752 17.643 -0.001 0 0
O -17.268 15.259 25.409 0 -0.001 0.001
O 6.534 -12.285 16.625 0 0 -0.002
O -7.396 13.261 18.554 0 0 -0.001
O -4.92 19.464 23.7 0 0 -0.001
O 0.835 0.24 18.243 -0.001 0 -0.001
O -1.68 -0.589 17.713 -0.001 0 0
O 17.898 9.378 19.119 0 0 -0.001
O 13.381 -6.767 20.987 0 0 0
O 7.797 17.365 21.629 0 0 0
O 4.551 13.089 18.911 0 0 -0.001
O 17.948 3.361 21.159 0 0 0.001
O 12.09 4.845 16.169 -0.001 -0.001 0
O 11.328 15.921 24.837 0 0 0.001
O 12.271 9.734 16.394 0 -0.001 0
O 7.448 16.601 24.137 0 0 0
O 0.604 1.24 22.087 -0.001 0 0
O 4.232 12.078 16.502 0 0 -0.001
O 9.487 12.032 28.915 0 0 0
O 22.111 1.826 17.938 -0.001 0 -0.001
O 22.777 -1.447 25.855 0 0 0.001
O 20.322 1.314 28.927 0 -0.001 0
O 13.766 -2.804 15.329 0 0 -0.001
O 14.659 10.219 25.133 0 0 0
O 10.751 10.956 14.963 0.001 0 -0.001
O 6.248 14.472 23.231 0 0 0
O 19.267 13.878 25.153 -0.002 -0.001 0
O 12.663 18.029 25.446 -0.001 0 0
O 17.634 9.478 16.513 0 0 -0.001
O 17.356 7.117 17.727 0 0 -0.001
O 3.102 1.797 22.741 0 0 0
O -2.718 -11.12 20.448 0 0 0
O -2.008 11.252 22.74 -0.001 -0.001 -0.001
O -5.07 4.715 21.538 0 0 0
O -1.653 9.572 17.555 0 0 0
O 6.786 9.346 29.086 0 0 0
O -0.655 1.29 16.278 -0.001 0 -0.001
O -0.731 12.675 24.437 0 0 0
O -8.65 25.051 19.901 0 0 0
O 9.273 10.822 19.669 0 0 0
O -8.152 19.036 18.304 0 0 -0.001
O -6.515 -4.151 23.569 -0.001 0 0
O 9.604 -11.3 23.59 0 0 0
O 18.744 0.981 20.254 -0.001 0 0
O 8.941 -4.112 16.185 -0.001 0.001 -0.001
O 16.406 -5.105 28.189 0 -0.001 0.002
O 0.343 3.638 26.201 0.001 0.001 0.001
O 14.94 7.373 20.177 0 0 0
O 4.641 2.601 24.85 0 0 0
O 4.567 6.024 18.466 0 0.001 -0.001
O 0.421 10.49 23.394 0 0 0
O 11.316 19.714 27.404 0 0 0.001
O 10.955 5.955 18.294 0 0 -0.001
O 11.358 -4.154 18.901 -0.002 -0.001 0
O 5.05 9.336 23.371 0 -0.001 0
O 5.591 27.027 18.279 0.001 -0.001 -0.001
O 20.742 6.58 26.007 0 0 0
O -4.04 11.176 25.569 0 0 0
O 2.408 5.233 26.93 0 0 0
O 3.597 14.929 22.858 -0.001 0 0
O -2.584 2.174 22.964 -0.001 0 0
O 15.591 11.681 16.12 0 0 -0.001
O 19.15 8.153 14.976 0 0 -0.001
O -0.1 -4.977 18.743 0 0 0
O 16.079 5.221 21.376 0 0.001 0
O 4.696 -5.469 28.311 0 0 0
O 40.892 9.1 26.51 -0.001 0 0.001
O 12.338 1.992 20.717 0 0 0
O 9.681 4.149 16.811 0 0 0
O -12.952 8.253 17.696 0 0 -0.001
O 2.612 11.806 23.511 -0.001 0 0
O -5.466 2.638 18.573 -0.001 0 -0.001
O 12.753 22.87 22.639 0 0 0
O 8.051 2.68 15.054 -0.001 0.001 -0.001
O 3.663 0.187 24.883 0 0 0
O 13.964 23.06 24.856 0 0 0.001
O 8.123 8.24 15.197 0 0 0.001
O 7.428 9.909 24.235 0 0 0.001
O 6.918 6.672 26.876 0 0 0.001
O 5.043 15.635 18.284 0 0.001 -0.001
O 16.587 4.996 28.355 -0.001 0.001 0.001
O 10.073 17.138 20.191 0 0 0
O 14.834 8.122 22.673 0 0 0
O 15.772 5.307 18.735 0 0 -0.001
O 5.434 0.493 22.48 0 0 0
O 12.553 25.094 26.477 -0.001 0 0.001
O 13.291 8.84 28.872 0.001 0 0.001
O 6.208 26.288 15.851 0 -0.001 0
O -2.896 -2.749 25.585 0 0 0.001
O 0.418 15.209 16.107 0 -0.001 -0.001
O 28.898 -0.047 22.423 0 0 0
O 12.352 14.831 28.98 -0.001 0.003 0
O 17.788 11.328 21.03 0 0 0
O 18.915 13.763 15.435 0 0 -0.001
O 20.99 22.952 15.994 0 0 0
O 13.789 19.186 28.109 -0.001 0 0
O 10.002 16.52 22.706 -0.001 0 0
O -9.922 7.397 24.534 0 0 0
O 29.051 25.25 23.978 0 0 0
O 6.616 12.875 17.319 0.001 0.001 0
O 9.281 -9.491 25.738 -0.001 0 0
O -19.745 -18.396 18.941 -0.001 -0.002 0
O -10.205 4.08 19.254 0 0 -0.001
O -11.277 25.077 20.826 0 0 0
O -5.014 -2.205 22.871 -0.001 -0.001 0
O 3.985 -9.209 22.517 0 0 0
O 6.374 22.804 20.363 0 0 0
O -2.694 20.431 24.644 0 0 0
O 11.789 27.836 22.111 -0.001 0 0
O -13.625 -6.876 22.244 0 0 0
O 2.131 5.416 22.567 0 0 0
O 4.611 4.626 23.217 0 0 0
O 2.104 -14.02 25.053 0 0 0
O 25.099 11.637 25.806 0 0 0
O 9.919 -3.351 20.98 0.001 -0.001 0
O 12.295 15.26 16.523 0 -0.001 -0.002
O 12.685 7.926 18.194 0 0.001 -0.001
O -2.555 12.012 17.862 0 0 0
O 12.76 12.599 27.83 -0.001 0 0.002
O 6.645 2.761 23.321 0 0 0
O 17.742 11.828 25.913 -0.001 0 0.001
O 3.982 11.575 25.802 0 0 0.001
O 4.147 5.088 20.783 0 0 0
O 4.678 5.501 28.316 0.001 -0.001 0.001
O 16.704 3.707 23.526 0 0 0
O 7.73 -2.436 28.006 0 -0.001 0.001
O 14.602 17.053 20.885 0 0 0
O 22.295 -8.205 17.753 -0.001 0 0
O 11.344 7.129 28.338 0 0.001 0
O 22.572 4.772 25.147 0 0 0
O 3.062 7.541 28.151 0 0 0.001
O 14.947 6.782 29.338 -0.001 0 0.001
O 22.739 11.024 26.413 -0.001 0 0

Results
free energy: -283318.862 eV
free energy less fixed offsets of O -570.45, Si -639.56 eV per atom: -5.502 eV

The program warned: the cutoff lies below the one the program advises for these potential files; the forces do not sum to zero within the program's tolerance; empty levels may hold ghost states of the PAW files; the exchange-correlation potential is rough where the density is thin.
